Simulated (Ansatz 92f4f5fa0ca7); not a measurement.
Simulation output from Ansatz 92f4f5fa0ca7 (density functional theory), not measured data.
Periodic cell of 221 atoms, Si132O88H1, from a study of silicon, its oxide and their interface. The atomic structure is a simulated model.
Doubt: the cutoff is far below the 930 eV that the study's wrapper takes by default for these files, so forces and energies are approximate.
This geometry differs little from another in the collection (a relaxation step or a small displacement).

Settings
functional: PBE
potential files: Ansatz PAW
basis: plane waves
wave-function cutoff: 580 eV
density cutoff ratio: 5
exchange-correlation grid ratio: 1
k mesh: 1 x 1 x 1, Gamma-centred
self-consistency stop: 5e-08 eV per atom in the density residual
occupations: fixed
spin: none
net charge: +1 e, with a uniform compensating background and no finite-size correction

Cell vectors (angstrom)
a	10.938	0	0
b	0	10.938	0
c	0	0	32.8345

Atoms: element, x, y, z (angstrom)
Si	-0.2288	0.3484	25.3188
Si	5.7724	-0.1445	25.3592
Si	2.5389	3.0872	25.3762
Si	8.4794	2.6075	25.2699
Si	0.3028	5.3155	25.362
Si	5.2089	5.8026	25.4505
Si	3.004	8.0446	25.3865
Si	7.9924	8.5502	25.3875
Si	1.3738	1.4565	26.6481
Si	6.904	1.4499	26.6548
Si	4.0889	4.1936	26.7498
Si	9.6177	4.1557	26.642
Si	1.4103	6.8948	26.704
Si	6.8507	6.9312	26.691
Si	4.1548	9.6419	26.6676
Si	9.5858	9.685	26.6818
Si	2.7176	0.0303	28.0125
Si	8.192	0.0439	28.0739
Si	-0.0129	2.7608	28.0577
Si	5.4661	2.7539	28.0312
Si	2.7068	5.5067	28.11
Si	8.1991	5.4876	28.0157
Si	-0.0189	8.2395	28.028
Si	5.4553	8.2383	28.0767
Si	4.1018	1.3673	29.4162
Si	9.5708	1.3673	29.4162
Si	1.3673	4.1018	29.4162
Si	6.8362	4.1018	29.4162
Si	4.1018	6.8362	29.4162
Si	9.5708	6.8362	29.4162
Si	1.3673	9.5708	29.4162
Si	6.8362	9.5708	29.4162
Si	0	0	30.7835
Si	5.469	0	30.7835
Si	2.7345	2.7345	30.7835
Si	8.2035	2.7345	30.7835
Si	0	5.469	30.7835
Si	5.469	5.469	30.7835
Si	2.7345	8.2035	30.7835
Si	8.2035	8.2035	30.7835
Si	1.3673	1.3673	32.1507
Si	6.8362	1.3673	32.1507
Si	4.1018	4.1018	32.1507
Si	9.5708	4.1018	32.1507
Si	1.3673	6.8362	32.1507
Si	6.8362	6.8362	32.1507
Si	4.1018	9.5708	32.1507
Si	9.5708	9.5708	32.1507
Si	2.7345	0	0.6835
Si	8.2035	0	0.6835
Si	0	2.7345	0.6835
Si	5.469	2.7345	0.6835
Si	2.7345	5.469	0.6835
Si	8.2035	5.469	0.6835
Si	0	8.2035	0.6835
Si	5.469	8.2035	0.6835
Si	4.1018	1.3673	2.0507
Si	9.5708	1.3673	2.0507
Si	1.3673	4.1018	2.0507
Si	6.8362	4.1018	2.0507
Si	4.1018	6.8362	2.0507
Si	9.5708	6.8362	2.0507
Si	1.3673	9.5708	2.0507
Si	6.8362	9.5708	2.0507
Si	0	0	3.418
Si	5.469	0	3.418
Si	2.7345	2.7345	3.418
Si	8.2035	2.7345	3.418
Si	0	5.469	3.418
Si	5.469	5.469	3.418
Si	2.7345	8.2035	3.418
Si	8.2035	8.2035	3.418
Si	1.2972	1.4712	4.7371
Si	6.8257	1.3412	4.8362
Si	4.1535	3.99	4.8544
Si	9.5669	4.0759	4.8471
Si	1.4192	6.7471	4.7927
Si	6.8266	6.8219	4.7831
Si	4.1143	9.573	4.7832
Si	9.6277	9.4813	4.6549
Si	2.6613	0.0635	5.9739
Si	8.2713	-0.1401	5.9724
Si	-0.0591	2.6768	6.2986
Si	5.3791	2.4947	6.4009
Si	2.749	5.3408	6.2123
Si	8.0642	5.3305	6.1829
Si	-0.114	8.0185	6.0333
Si	5.4702	8.1943	6.1781
Si	3.6463	1.2804	7.7813
Si	9.7798	0.8686	7.4405
Si	1.6138	3.7406	7.5995
Si	6.4898	4.1858	7.6181
Si	4.3782	6.5432	7.4413
Si	9.2456	6.9145	7.4144
Si	1.0675	9.7309	7.0189
Si	7.1902	9.2837	7.3846
O	1.4074	4.1832	24.8431
O	6.8588	9.6407	24.8481
O	2.6586	2.566	8.18
O	8.2243	8.1077	7.9576
O	5.4415	5.4089	7.965
O	0.0531	-0.2005	7.8877
O	4.0984	6.8992	24.8865
O	9.5758	1.4483	24.7811
O	2.2627	9.0228	7.9013
O	1.0136	4.4556	8.9785
O	8.8879	1.1318	8.8275
O	6.8226	10.2238	8.7135
O	3.892	0.4001	9.2527
O	3.9116	7.2249	8.8958
O	6.9116	3.6884	9.1546
O	9.9027	6.1368	8.7162
O	3.2876	2.4798	24.0408
O	5.177	0.5814	24.0036
O	7.8633	3.3335	23.9032
O	10.6113	6.0234	24.0121
O	8.7084	7.9117	24.0506
O	2.3571	8.7132	24.027
O	5.846	5.0771	24.1347
O	0.4787	10.636	23.9757
Si	3.6471	10.4444	10.6079
Si	0.9797	3.2212	12.6573
Si	-2.3832	-1.9102	11.7558
Si	4.4696	1.7836	23.1622
Si	-6.1884	-7.5665	17.2967
Si	3.366	-11.0498	15.9371
Si	1.2017	9.4358	23.1377
Si	15.768	8.4421	17.4689
Si	-1.8826	3.1627	12.6069
Si	-1.2808	4.301	19.1679
Si	2.4393	0.5346	21.1595
Si	5.0264	12.9355	14.6946
Si	10.8065	18.0712	12.0366
Si	2.5734	0.8567	13.2225
Si	7.7625	11.1931	9.6427
Si	0.2591	5.9962	17.1286
Si	5.5063	-2.3126	12.3818
Si	2.5614	-2.8734	9.137
Si	3.9348	3.4584	12.2087
Si	7.9579	6.0656	21.0136
Si	7.2859	-2.4047	19.2642
Si	10.3865	5.2191	14.2522
Si	2.4076	1.3938	18.3173
Si	9.7634	-2.1969	17.4301
Si	6.6535	2.9188	10.5545
Si	-3.0893	1.4007	14.615
Si	0.127	1.9919	20.1429
Si	8.9496	-0.0212	19.2031
Si	6.6054	4.0605	23.1361
Si	9.9077	7.2353	23.1827
Si	7.74	2.3596	17.5799
Si	11.2732	5.8228	9.5176
Si	6.4182	7.8134	14.8981
Si	4.5766	-4.7402	13.7371
Si	3.3964	6.0745	16.7207
Si	8.796	-1.488	14.7196
O	5.8922	7.8455	16.4053
O	5.7519	-2.0574	18.7362
O	7.9607	2.2767	15.9653
O	-1.7088	-1.3741	13.162
O	7.0466	-2.574	11.8683
O	14.6415	7.3109	17.7404
O	1.2189	1.6364	21.295
O	3.8983	13.0164	13.3861
O	-2.0077	1.7675	13.4642
O	0.1131	5.7622	11.1366
O	6.2258	2.95	17.8621
O	8.517	5.2851	19.714
O	-3.0689	-0.1675	15.0076
O	-0.6119	5.4549	15.8495
O	-0.0578	7.5592	17.483
O	-0.4226	3.0587	11.8317
O	7.1294	-3.6045	20.366
O	10.8372	5.1103	18.4228
O	3.7857	1.1025	21.8528
O	-8.5693	3.473	11.7613
O	7.9619	0.8873	18.2469
O	10.3757	14.3864	20.3635
O	3.664	6.3743	15.0968
O	0.9459	2.0281	18.6942
O	1.8214	-5.1993	16.7938
O	6.7542	12.2453	10.383
O	7.7973	14.3569	11.6116
O	9.5862	-3.0515	11.2392
O	12.1101	18.9804	12.3345
O	0.8079	4.3657	13.8089
O	-0.5699	-4.2695	13.5325
O	2.7231	9.1036	10.3941
O	1.3132	7.1007	9.3465
O	5.096	14.1089	11.1336
O	4.7334	0.7248	15.6224
O	2.7898	0.3751	19.5471
O	4.2936	4.7249	13.1113
O	9.2324	6.6167	21.8466
O	5.6628	8.9889	13.9899
O	-1.1001	0.9061	20.1904
O	7.0782	4.9929	21.875
O	-2.9381	-2.8952	14.8792
O	1.9255	-0.8731	21.8056
O	-0.8687	-0.8936	18.3671
O	2.2631	0.6346	16.863
O	2.7307	-0.2451	14.4002
O	5.5639	2.8911	22.6515
O	8.9089	-7.6079	18.105
O	3.6067	2.488	18.0548
O	-1.0371	-1.5969	15.8943
O	2.7899	0.3892	11.7064
O	1.2636	1.769	13.4049
O	-7.0219	-1.3639	16.7466
O	6.413	12.7717	13.9128
O	4.7866	-7.6674	15.6316
O	0.0778	8.3355	22.7066
O	7.9417	-1.0681	19.9688
O	4.4886	-3.6391	12.4776
O	-2.6418	-2.7599	17.9788
O	4.9354	9.8513	11.4517
O	9.0965	4.3728	13.7053
O	8.5305	-0.6339	10.7626
O	4.3389	-6.009	17.4105
O	6.1277	-4.6031	14.2466
H	12.615	19.42	11.6218

Results
free energy: -133982.116 eV
free energy less fixed offsets of H -15.97, O -568.88, Si -635.61 eV per atom: -4.186 eV

Forces (eV/angstrom), in the order of the atoms: element, x, y, z
Si	-0.0322	0.0256	-0.0124
Si	0.047	-0.0419	-0.0435
Si	-0.0208	0.0262	-0.0064
Si	0.0361	-0.0434	-0.0396
Si	0.044	-0.0472	-0.0521
Si	-0.0245	0.0047	0.028
Si	0.033	-0.0482	-0.0463
Si	-0.0248	0.0317	-0.0049
Si	-0.0126	0.0177	-0.0006
Si	0.0133	-0.0064	0.0184
Si	-0.0173	0.0216	0.0019
Si	0.0054	-0.0103	0.0128
Si	0.0122	-0.0044	0.018
Si	-0.0163	0.015	0.002
Si	0.0087	-0.0054	0.0155
Si	-0.0184	0.0217	-0.0011
Si	0.0084	0.0005	-0.0073
Si	0.0027	-0.0031	-0.0217
Si	0.0052	-0.0038	-0.0053
Si	0.0074	-0.0018	-0.0076
Si	0.0011	-0.0082	-0.0261
Si	0.0042	0.0044	-0.0101
Si	0.0074	-0.0034	-0.0065
Si	0.0125	0.0019	-0.0139
Si	-0.0276	0.0171	-0.2099
Si	0.0516	0.1561	0.2175
Si	-0.1674	0.0252	0.2925
Si	0.0532	0.0857	-0.1792
Si	0.0378	0.1947	0.3319
Si	-0.0323	0.0548	-0.2096
Si	0.024	0.1176	-0.2036
Si	0.0106	0.1844	0.1939
Si	0.0342	0.0339	-0.0241
Si	0.0656	-0.0424	-0.0002
Si	0.0132	0.0384	-0.0127
Si	0.0896	0.0027	-0.0024
Si	0.0593	-0.0377	0.0102
Si	0.0257	0.0461	-0.0202
Si	0.0674	0.004	-0.0072
Si	0.015	0.0291	-0.0209
Si	-0.0275	-0.0447	-0.0105
Si	-0.0418	0.0126	-0.0224
Si	-0.0031	0.0075	-0.0072
Si	-0.0777	0.0362	-0.0155
Si	0.0061	0.0428	-0.0325
Si	-0.0034	-0.0018	-0.0071
Si	-0.0675	0.024	-0.0251
Si	0.0081	0.0017	-0.0153
Si	0.0766	-0.0626	0.0049
Si	-0.0015	-0.0086	-0.0003
Si	0.0555	0.0162	0.0239
Si	0.0092	-0.0033	0.0458
Si	-0.0787	0.0457	-0.0129
Si	0.0837	-0.0434	0.004
Si	0.0195	-0.0349	0.0353
Si	0.037	0.0147	0.0183
Si	-0.1022	-0.062	0.0393
Si	-0.0915	-0.1334	0.0003
Si	0.0675	0.0306	-0.0313
Si	-0.0102	0.0786	0.0334
Si	-0.1135	-0.0885	0.0206
Si	-0.1591	-0.0138	0.0024
Si	0.0045	0.1253	-0.0006
Si	-0.0269	-0.0417	0.0012
Si	0.2988	0.1293	-0.4545
Si	0.1201	0.0113	0.0373
Si	0.0598	0.3877	-0.2147
Si	-0.096	-0.0335	0.4095
Si	0.0013	-0.3338	0.1842
Si	-0.0851	-0.3511	0.2239
Si	0.0702	-0.1491	0.191
Si	-0.2892	-0.4605	-0.6404
Si	0.0001	-0.0302	0.0134
Si	0.0041	-0.0012	0.0088
Si	0.0028	-0.0058	-0.0202
Si	-0.0115	-0.0038	0.0138
Si	-0.0269	-0.0048	-0.0005
Si	0.0113	-0.0019	-0.002
Si	0.0044	0.0223	0.0074
Si	-0.0046	0.0075	0.0011
Si	-0.0025	0.0356	0.001
Si	0.006	-0.0064	-0.0051
Si	-0.0002	-0.0147	-0.0215
Si	-0.0314	-0.0037	-0.0002
Si	0.003	-0.0076	0.0012
Si	-0.0141	0.0005	0.0069
Si	-0.0007	0.023	-0.0182
Si	0.0029	-0.0116	-0.012
Si	-0.0166	0.0069	-0.0075
Si	0.0284	-0.0568	0.0256
Si	0.0455	-0.0399	0.0665
Si	-0.0117	0.0272	0.0225
Si	0.0231	-0.0113	0.0422
Si	-0.0185	0.0271	0.0137
Si	-0.1068	0.076	-0.0235
Si	0.0371	0.0112	0.0059
O	-0.019	0.0242	0.0252
O	-0.0167	0.0111	0.0236
O	-0.0225	0.0189	-0.0279
O	-0.0027	-0.0093	-0.0132
O	0.0234	-0.0099	-0.0325
O	-0.0125	0.0115	-0.0372
O	-0.0296	0.0356	0.018
O	-0.0148	0.0121	0.0234
O	0.0908	0.135	-0.1218
O	0.0792	-0.1391	-0.0701
O	0.0103	0.0058	-0.022
O	-0.0099	-0.0081	-0.0003
O	-0.0036	0.0132	0.0047
O	0.2168	-0.1442	-0.0418
O	-0.0081	0.0012	-0.0114
O	-0.1467	0.0176	-0.069
O	-0.0008	0.0011	0.0102
O	0.0041	-0.0075	0.0288
O	0.014	-0.0134	0.0269
O	0.0056	-0.0054	0.0286
O	-0.0033	0.0002	0.0099
O	0.0076	-0.0066	0.0311
O	-0.0079	0.0182	0.0114
O	-0.0029	0.0037	0.0181
Si	0.0208	-0.0602	-0.0351
Si	-0.0738	0.0577	0.011
Si	0.0092	-0.01	0.0082
Si	-0.0113	-0.0034	-0.0104
Si	0.0025	-0.0109	0.0371
Si	-0.0218	-0.0391	0.0567
Si	0.003	0.0067	-0.0126
Si	0.0344	-0.0019	0.0014
Si	-0.003	0.0198	0.0158
Si	0.0028	-0.0047	0.0142
Si	-0.0042	0.0051	0.0159
Si	0.0943	-0.0018	0.0923
Si	-0.0177	-0.0172	0.0039
Si	-0.0124	-0.0343	0.014
Si	0.0123	-0.0102	0.0149
Si	-0.0278	0.0039	-0.0019
Si	0.0142	-0.0064	0.0024
Si	0.0923	0.1616	0.1484
Si	-0.0064	0.0245	-0.0014
Si	0.0056	0.0166	0.01
Si	0.0135	-0.0064	0.0092
Si	-0.0179	0.033	0.0049
Si	-0.0241	-0.0126	0.0335
Si	-0.0103	0.0079	-0.0048
Si	0.0522	-0.0097	-0.0083
Si	0.0366	-0.0242	0.0221
Si	0.0031	0.0026	0.0195
Si	0.0068	0.005	0.001
Si	0.0013	-0.0173	-0.0004
Si	-0.0048	-0.0041	-0.0102
Si	0.0339	-0.0065	0.0083
Si	-0.0689	-0.0796	0.1242
Si	0.0165	0.0038	-0.0002
Si	0.0105	0.05	0.0116
Si	-0.0127	0.0134	-0.0065
Si	0.0106	-0.0168	-0.0096
O	-0.0041	0	0.009
O	-0.021	0.0014	-0.0147
O	-0.0068	0	-0.0136
O	-0.0027	0.0059	-0.0027
O	-0.0164	-0.002	-0.001
O	-0.0076	-0.0103	0.0093
O	-0.0031	-0.0018	-0.0072
O	-0.0508	0.0301	-0.052
O	-0.011	-0.0041	0.002
O	-0.0169	-0.0193	0.0221
O	-0.0264	0.0052	-0.0051
O	0.0037	-0.0055	-0.0185
O	-0.0201	0.0333	0.0037
O	0.0045	-0.0053	-0.0105
O	0.0063	-0.007	0.0083
O	0.0216	-0.0093	-0.0088
O	-0.0005	0.0099	-0.0095
O	0.0118	0.0102	-0.0015
O	0.0043	0.0036	0.0031
O	0.0565	-0.022	0.0154
O	-0.0125	0.0094	-0.0019
O	-0.0036	0.0051	-0.0091
O	0.0052	-0.0067	-0.0092
O	0.015	-0.0003	-0.0183
O	0.0226	-0.0067	0.0087
O	-0.0171	0.015	-0.0008
O	-0.0119	-0.0005	-0.007
O	-0.0039	0.0088	-0.0161
O	0.0073	0.0116	0.0204
O	0.0281	-0.0259	-0.0137
O	-0.0006	-0.0245	0.0175
O	0.0068	0.0276	-0.0078
O	-0.1353	-0.0062	0.0427
O	-0.0447	-0.0081	0.0295
O	-0.0025	0.0389	-0.0414
O	0.005	0.0066	-0.0211
O	-0.0132	-0.0874	-0.0145
O	0.0066	0.0056	0.0109
O	-0.0129	0.0063	0.0038
O	-0.0065	-0.0075	-0.0038
O	0.0007	-0.0012	-0.0184
O	-0.0108	-0.0024	0.0071
O	-0.0053	-0.0073	0.0082
O	0.003	-0.0069	-0.0014
O	0.0246	-0.0101	-0.0293
O	0.0207	0.0754	-0.0512
O	0.0003	-0.0084	-0.0002
O	-0.0158	-0.0108	-0.0086
O	0.0274	0.0192	-0.0167
O	0.0022	0.002	0.0053
O	-0.0214	0.0292	0.0432
O	0.0579	-0.0327	0.0115
O	-0.015	0.0323	-0.0135
O	-0.0871	0.0097	0.0041
O	-0.0041	-0.0311	-0.0575
O	0.0005	-0.0016	0.0028
O	0.0011	-0.0012	-0.0029
O	-0.0046	-0.0071	0.0046
O	0.0072	-0.0022	-0.0013
O	-0.0005	0.0131	0.0045
O	0.0025	-0.0092	-0.0004
O	-0.003	0.0098	-0.017
O	0.006	-0.0113	0.0013
O	-0.0096	-0.0113	-0.0021
H	0.0024	0.0007	-0.0093

The program warned: the cutoff lies below the one the program advises for these potential files; the exchange-correlation potential is rough where the density is thin.
